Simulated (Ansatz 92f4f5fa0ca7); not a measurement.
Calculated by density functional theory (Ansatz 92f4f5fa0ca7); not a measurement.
Periodic cell of 260 atoms, Si140O88H32, with a vacuum gap, from a study of silicon, its oxide and their interface. The atomic structure is a simulated model.

Settings
functional: r2SCAN
potential files: Ansatz PAW
basis: plane waves
wave-function cutoff: 800 eV
density cutoff ratio: 5
exchange-correlation grid ratio: 1
k mesh: 1 x 1 x 1, shifted by 0.5 0.5 0 of a step
self-consistency stop: 1e-11 eV per atom in the density residual
occupations: fixed
spin: none
net charge: 0
applied field: sawtooth along c, amplitude -0.015 V/angstrom in the program's sign convention, ramp centred at 0.9891 of c and 0.0218 of c wide, no dipole correction

Cell vectors (angstrom)
a 10.887 0 0
b 0 10.887 0
c 0 0 45.8334

Atoms and the computed forces on them: element, x, y, z (angstrom), force x, y, z (eV/angstrom)
Si -0.2467 0.3291 32.1973 0.004 -0.0094 -0.0309
Si 1.3636 1.5323 33.3769 -0.0052 0.0115 -0.0092
Si 3.5373 8.9378 33.7627 -0.0003 -0.0092 -0.0145
Si 11.6426 9.8563 29.5987 -0.0059 0.0052 -0.0622
Si 4.1831 -4.4964 23.6529 0.0166 -0.0024 -0.0757
Si 9.9082 7.2894 29.9003 -0.0034 0.0015 -0.0689
Si 5.2335 5.9441 31.9745 0.0028 0.005 0.0106
Si 9.5787 9.6538 33.604 -0.0057 -0.0024 -0.0179
Si 4.0891 4.2772 33.2978 -0.0115 0.0042 -0.012
Si 2.4752 3.1564 31.9983 0.0028 -0.0018 -0.035
Si 1.8318 7.3166 33.792 0.0051 -0.0026 -0.0254
Si 4.3545 8.2291 31.7149 0.0008 0.0029 0.0079
Si 6.6004 1.1777 33.4113 0.0137 -0.0045 -0.0391
Si 10.8858 2.7918 34.8163 0.0041 -0.0032 -0.0014
Si 8.0552 5.3939 34.8743 0.0042 0.014 0.0165
Si 6.8265 6.8069 33.5047 -0.0048 0.0134 -0.018
Si -1.2887 4.3097 33.512 0.0003 -0.012 -0.0404
Si 2.6177 0.0153 34.7294 -0.0213 -0.018 0.0023
Si 0.0005 8.2369 34.9177 0.0013 0.0119 0.0007
Si 2.7828 5.4712 34.89 0.0152 0.0092 0.0008
Si 5.3098 2.7129 34.6804 -0.0006 0.0111 0.0151
Si 8.1111 0.0487 34.872 0.0087 -0.0057 0.011
Si 5.418 8.1 34.9336 -0.0065 -0.0162 0.0055
Si 8.1322 8.3737 32.3623 0.0069 -0.0059 -0.0253
Si 1.3529 4.1251 36.1929 -0.0034 -0.0126 0.0204
Si 3.9952 1.3729 36.1016 0.0052 -0.0016 0.0402
Si 1.3221 9.6091 36.2484 0.0093 0.0014 0.0208
Si 4.1397 6.7291 36.3205 -0.0038 -0.003 0.0107
Si 6.711 3.9876 36.1536 0 0.0062 0.0309
Si 9.5135 1.4086 36.1823 0.0075 -0.0161 0.0165
Si 6.7661 9.5454 36.2097 -0.0016 -0.0166 0.018
Si 9.478 6.807 36.1644 -0.0064 0.0023 0.0185
Si -0.041 0.0466 37.5977 -0.0373 0.0271 0.1834
Si 2.6854 2.7192 37.5418 -0.0074 0.0194 0.2036
Si -0.0133 5.4891 37.5216 0.0019 -0.0123 0.1742
Si 2.7271 8.1895 37.5294 -0.0037 -0.003 0.1539
Si 5.397 0.0489 37.4947 0.0126 -0.0012 0.1596
Si 8.1395 2.7319 37.5269 -0.0037 -0.0079 0.158
Si 5.463 5.3507 37.6316 -0.008 0.0159 0.2015
Si 8.1446 8.1694 37.5556 -0.0092 0.0191 0.1951
Si 1.3491 1.3778 38.938 -0.1485 0.08 0.305
Si 4.0637 4.0303 38.9594 0.0428 0.0042 0.2656
Si 1.3598 6.8298 38.8809 -0.0503 0.089 0.315
Si 4.0835 9.549 38.8622 -0.0679 0.0305 0.414
Si 6.7868 1.3595 38.873 -0.0044 0.0798 0.2483
Si 9.5184 4.107 38.8503 -0.0732 0.0419 0.3192
Si 6.8218 6.7784 38.9287 -0.0059 -0.0698 0.2801
Si 9.5107 9.5235 38.935 -0.0897 0.085 0.193
Si -0.0284 2.7668 6.9096 -0.0007 -0.0657 -0.3637
Si 2.7431 -0.0165 6.9254 0.1502 -0.1224 -0.3142
Si 0.0227 8.1552 6.9489 0.1201 -0.1369 -0.2417
Si 2.7025 5.463 6.9285 0.0004 0.0224 -0.2553
Si 5.4625 2.6773 6.9652 0.1209 0.0041 -0.2698
Si 8.1278 0.0117 6.9307 0.0765 0.0689 -0.2734
Si 5.4246 8.1804 6.8926 -0.057 0.0474 -0.3322
Si 8.2115 5.4276 6.9392 0.0017 -0.1595 -0.3549
Si 1.3396 4.1005 8.2776 0.051 -0.0494 -0.1978
Si 4.1203 1.2916 8.3113 -0.0391 0.0419 -0.182
Si 1.4148 9.5006 8.29 -0.0151 0.0069 -0.1747
Si 4.0706 6.8429 8.2689 0.0315 -0.047 -0.1904
Si 6.8557 4.0558 8.2829 -0.0032 0.007 -0.1657
Si 9.5014 1.405 8.2568 0.0187 -0.0361 -0.1741
Si 6.7744 9.517 8.271 0.0051 -0.0032 -0.2007
Si 9.5806 6.7569 8.3061 -0.0167 0.0279 -0.183
Si 0.0208 0.0257 9.5137 -0.002 0.0122 -0.0102
Si 2.7266 2.7026 9.5468 0.0012 0.0029 -0.0098
Si 0.0441 5.4231 9.737 -0.0149 -0.0118 -0.0335
Si 2.7552 8.164 9.7349 0.0002 0.0103 -0.0409
Si 5.4592 -0.0609 9.7339 0.0171 0.0141 -0.0328
Si 8.192 2.7264 9.7227 -0.0007 0.0043 -0.0271
Si 5.4794 5.4667 9.5315 -0.0068 -0.0017 -0.0142
Si 8.1633 8.1373 9.5443 -0.0001 -0.0013 -0.0178
Si 1.3725 1.3401 10.8942 -0.0018 -0.0063 0.01
Si 4.1149 4.0898 10.8002 0.0059 -0.0022 0.0107
Si 1.4149 6.7828 11.1121 0.0041 -0.0033 -0.0157
Si 4.1273 9.478 11.1793 -0.0018 0.0002 -0.015
Si 6.8399 1.3196 11.0662 0.0052 0.0051 -0.0091
Si 9.5765 4.067 11.1364 -0.0051 -0.0109 -0.0113
Si 6.8278 6.7896 10.9187 -0.0026 -0.0022 0.0047
Si 9.5502 9.5292 10.7801 0.0039 0.0096 0.0068
Si 0.1036 2.6288 12.4062 0.0159 -0.0057 0.0124
Si 2.684 0.0543 12.3772 -0.0071 0.0178 0.0098
Si -0.0505 8.2567 12.2432 -0.0211 0.0126 0.0181
Si 4.6803 6.1603 13.6629 -0.0022 0.0078 -0.0079
Si 5.4016 2.7742 12.2378 -0.0141 0.0145 0.0197
Si 7.3752 -1.8319 13.5916 -0.0038 0.0075 -0.0032
Si 5.5598 8.0368 12.473 0.0144 -0.0103 0.01
Si 9.1086 7.3547 13.5685 0.0067 -0.0083 0.0006
Si 3.9521 2.4671 21.3512 -0.0037 -0.0345 -0.0984
Si 6.4156 4.46 13.5161 0.0021 -0.0023 -0.0316
Si 0.8984 9.9602 13.5608 0.0035 -0.0063 -0.0031
Si 1.9112 3.5927 13.5688 -0.0089 0.005 0.0002
Si 3.6257 1.8948 13.509 0.0129 -0.0081 -0.0025
Si 10.0743 0.7827 13.566 -0.007 0.0009 0.0005
Si 4.2584 6.0002 15.9956 -0.0105 0.0001 -0.0525
Si 8.1735 5.5194 12.3842 -0.0106 0.0116 0.0086
Si -0.5623 -3.7812 15.5704 0.0143 0.0086 -0.0496
Si 2.8786 5.3458 12.3362 0.0111 -0.0172 0.0193
Si -1.7516 -4.3287 18.3645 -0.0028 -0.0066 -0.0863
Si 9.795 11.1234 15.861 -0.0063 -0.0079 -0.0536
Si 15.3317 -9.559 15.5936 0.0064 0.0026 -0.0579
Si 6.8353 7.7165 22.6684 0.0092 0.0132 -0.0862
Si 6.1525 3.7312 16.4439 -0.0152 0.0045 -0.0747
Si 8.295 10.7877 12.2893 0.0124 -0.015 0.013
Si -10.4355 -1.5842 15.8303 -0.0092 -0.0106 -0.0354
Si 17.8831 -2.7342 19.7527 -0.009 -0.0069 -0.1018
Si 8.2562 3.6763 18.7471 0.0049 0.0042 -0.0962
Si 2.2711 26.6432 21.8368 -0.0117 0.0007 -0.0753
Si 13.7925 10.6476 26.1235 -0.0056 -0.0016 -0.0865
Si 17.1632 9.541 31.618 0.0111 -0.012 -0.0311
Si -9.3583 3.3638 23.6215 0.0048 0.0005 -0.0503
Si 1.4836 4.627 15.6237 0.0072 0.0089 -0.0598
Si 31.1427 -4.7062 22.9867 -0.0139 0.0048 -0.0894
Si 8.4065 -3.236 27.2502 0.0158 -0.0091 -0.0745
Si 0.2494 -1.0548 21.2367 -0.0034 0.0069 -0.0854
Si 7.9219 10.214 21.5378 -0.0036 -0.0011 -0.0713
Si 17.7666 10.1034 15.6329 0.0077 0.0077 -0.0608
Si -5.8435 -2.384 17.5767 -0.0059 0.006 -0.0939
Si 17.8617 2.3454 21.3224 0.0149 -0.0025 -0.0905
Si 0.1487 -4.0711 20.5547 -0.007 0.0087 -0.0982
Si 13.6325 10.5416 17.6255 -0.0048 -0.0084 -0.0714
Si -11.1321 6.9347 25.6044 0.0046 -0.0089 -0.0397
Si 8.4825 2.4698 31.3451 -0.0034 0.0033 -0.0545
Si 3.0186 16.7681 28.4362 -0.0183 -0.0003 -0.0809
Si 23.1932 0.4061 23.6177 -0.011 -0.011 -0.0848
Si 4.2697 3.4578 24.3641 -0.0125 -0.0003 -0.0857
Si 6.268 -2.3157 28.8908 0.0125 -0.0008 -0.0651
Si 11.477 27.4691 31.7842 -0.0012 0.0028 -0.0511
Si -0.6063 12.8122 25.0558 0.0003 0.0028 -0.0579
Si 2.2185 18.3824 25.8949 0.0012 0.0027 -0.0657
Si 0.1454 13.4582 17.7078 -0.0056 -0.0034 -0.0938
Si 14.3115 -2.3354 29.6069 -0.0128 0.0003 -0.0502
Si 5.8662 16.3977 29.6356 0.0007 -0.0069 -0.0473
Si 12.8508 11.7619 19.4828 -0.0049 0.0031 -0.087
Si 8.3715 15.9431 26.3674 0.0067 -0.0033 -0.0893
Si 0.4925 -9.7301 27.6675 -0.0064 0.0085 -0.0855
Si 13.3051 13.9252 28.9856 -0.0065 -0.0075 -0.0773
Si 26.5243 12.8965 27.0457 -0.004 -0.0045 -0.0847
Si -2.6505 -7.3272 23.7726 -0.0098 -0.007 -0.089
Si -3.8279 14.3865 28.7003 0.004 -0.0091 -0.0691
O 0.5411 -4.9638 15.3368 -0.0029 0.0006 0.029
O 7.7172 4.3492 25.0732 0.0013 0.0168 0.0616
O 11.5184 -0.4609 31.089 -0.0095 0.0143 0.0474
O 16.343 -8.5678 20.7655 -0.0051 0.0038 0.0347
O 10.4961 16.5017 33.0814 -0.0082 -0.0046 0.0238
O -12.1572 18.9721 26.2315 -0.0202 0.0052 0.0369
O 15.6968 4.9913 24.2262 -0.0006 -0.0075 0.0244
O -1.9895 29.5369 31.0465 -0.0179 0.009 0.036
O -0.6424 1.7652 26.673 0.0118 -0.0095 0.0611
O 17.4937 -22.9415 29.9996 -0.0072 0.0048 0.0471
O 13.2391 20.628 29.2949 0.0051 -0.0042 0.0222
O 6.0751 2.3766 27.9592 0.0195 0.0193 0.0459
O -5.1818 11.2031 15.3932 -0.001 -0.0004 0.0186
O 13.975 1.2748 20.6203 0.0258 0.0276 0.0606
O -20.55 -16.0975 20.9175 0.0228 -0.0214 0.0436
O 20.201 -4.2642 16.7663 -0.0189 -0.013 0.0859
O 12.4822 -1.3294 17.0032 0.0367 0.0232 0.0545
O 2.6583 -3.7506 29.3716 0.0078 0.0124 0.0322
O 17.1887 -1.8362 16.7208 -0.0276 -0.0163 0.0522
O 7.9385 2.7457 29.8541 0.0131 -0.0096 0.0476
O -5.9086 24.3951 16.4173 0.0088 0.011 0.0351
O 4.9998 2.7185 25.5971 0.007 -0.0185 0.0595
O 9.1878 -18.0128 32.0136 0.0009 0.0083 0.0326
O 7.2199 -7.5935 17.567 0.03 -0.0002 0.0582
O -2.0324 -8.7249 24.3332 0.011 -0.0062 0.0371
O 18.0854 9.7093 20.1715 0.0117 0.0138 0.0468
O 14.2174 -4.8982 22.3418 0.0155 0.0098 0.0381
O -0.3658 -9.6293 16.907 0.0157 0.0334 0.0544
O 2.1118 26.3924 28.8357 0.0013 -0.0016 0.0215
O 19.2057 7.835 18.891 -0.0097 0.0081 0.0451
O 7.5596 0.8835 21.6926 -0.0009 0.0043 0.0389
O 4.2734 -8.2997 22.9706 -0.0008 0.0165 0.0668
O 18.2136 8.7906 27.6678 -0.0218 0.0035 0.0354
O 11.6522 3.6564 16.6953 -0.0158 -0.0237 0.055
O -7.6637 -10.211 16.4428 -0.0184 -0.0181 0.0527
O 7.2301 34.8612 32.3177 -0.0112 -0.0043 0.0336
O 11.5327 -2.5484 20.7504 0.0015 0.002 0.0288
O 12.5223 1.869 22.9164 -0.0047 0.0011 0.0281
O 16.7832 10.9142 32.4573 -0.0062 0.016 0.0254
O 9.5073 12.1024 31.3948 0.0082 -0.0055 0.0266
O 14.0326 3.819 20.9427 -0.0103 0.0134 0.0411
O -7.9392 2.6715 30.4905 0.0011 -0.0001 0.0634
O -2.6722 -0.0459 16.2385 0.0009 0.0009 0.0344
O 6.8359 7.2809 21.1058 -0.0035 -0.0071 0.0672
O 7.2789 -12.4834 22.7307 -0.0069 -0.0146 0.0427
O 24.4893 0.0272 24.5201 0.0184 -0.0089 0.0545
O 19.0333 -6.8235 27.6222 -0.0255 -0.0115 0.0501
O 13.5839 -7.3098 24.7401 0.0122 -0.0034 0.0378
O 1.2628 2.1938 18.8167 0.0166 -0.0123 0.0506
O 27.4381 7.854 18.9082 0.0257 -0.0007 0.055
O 15.4464 -5.4535 28.6473 0.0204 0.0002 0.0293
O 9.2945 15.4478 23.0353 -0.0024 -0.0075 0.0325
O -6.2076 8.7156 28.5442 -0.0035 -0.0018 0.0231
O -9.1555 33.2757 26.8091 -0.0117 0.0048 0.0385
O 3.5186 13.516 27.8851 -0.0177 0.0104 0.0375
O 1.1266 -11.6589 22.5688 0.0182 0.0154 0.0555
O -0.0362 21.6868 28.55 0.0031 -0.0197 0.0356
O 38.0525 -3.4675 23.3265 -0.0229 -0.0131 0.035
O 18.441 -4.4451 26.5822 -0.0045 0.0111 0.0319
O 2.7392 28.1408 26.9348 0.0156 -0.0206 0.0556
O 12.4455 -3.9517 32.183 -0.0024 0.0031 0.0192
O -1.1376 -7.6908 18.4301 -0.0173 0.0022 0.036
O 28.8569 14.1021 22.6966 0.0136 0.0149 0.0587
O 2.879 5.1821 16.2523 0.0005 -0.0015 0.0362
O 0.7398 21.7978 20.1436 -0.0236 -0.0222 0.0539
O 24.4009 19.9251 26.3482 0.0034 0.0024 0.0274
O 19.1659 -5.604 18.8421 0.0017 -0.0035 0.0217
O 3.1082 18.0523 24.5812 -0.0261 0.0126 0.0495
O -9.8648 -19.4918 28.6962 0.0106 0.0109 0.0343
O -21.9703 -4.9124 30.4107 0.0102 -0.0084 0.0328
O -3.0362 -7.8633 20.1564 -0.0214 -0.0214 0.0691
O 16.352 5.1734 16.7333 0.0079 -0.0039 0.0286
O -11.8255 -16.2621 26.1626 -0.0118 -0.0044 0.027
O 9.5378 31.7661 21.489 -0.0017 0.0005 0.0271
O 23.1095 15.1674 31.6646 0.0042 -0.0052 0.0304
O 4.3071 -10.4461 26.6875 0.008 0.0066 0.0294
O 15.0663 -3.4494 16.7319 0.0132 0.0277 0.0479
O 11.1269 3.2422 24.6047 -0.0109 -0.0123 0.03
O 6.4884 28.8049 29.4148 -0.0104 -0.0091 0.0294
O 25.8222 9.6756 18.0357 0.0026 -0.007 0.0205
O 9.1055 6.9826 28.5524 0.0116 -0.001 0.0456
O 21.3999 -4.097 23.9756 0.0187 0.0095 0.0749
O 10.9528 22.3388 24.4982 -0.0107 0.0068 0.0334
O -1.1596 17.5042 21.4831 -0.0135 -0.0092 0.0594
O -2.9404 17.6999 23.4181 0.01 -0.0114 0.0334
O 10.9863 8.4092 29.5207 -0.0011 -0.0033 0.0215
O 10.6177 17.4619 19.0142 0.0179 0.0046 0.0563
O -4.01 14.7317 14.9925 0.0028 -0.0081 0.0501
H 0.5307 2.203 39.8704 0.3587 -0.2441 -0.1961
H 2.1708 0.5559 39.8704 -0.2965 0.2728 -0.2664
H 4.8991 3.2223 39.8919 -0.4651 0.2175 -0.1998
H 3.2632 4.8729 39.8919 0.2004 -0.29 -0.2583
H 0.5344 7.648 39.8134 0.3396 -0.3185 -0.2523
H 2.1742 6.0007 39.8134 -0.2379 0.2519 -0.3161
H 4.8969 8.7189 39.7946 -0.1668 0.321 -0.2933
H 3.2559 10.3649 39.7946 0.3086 -0.3126 -0.255
H 5.963 2.1793 39.8055 0.3614 -0.3041 -0.2728
H 7.6066 0.5356 39.8055 -0.3331 0.2142 -0.3115
H 10.3402 3.2852 39.7827 -0.2979 0.243 -0.3113
H 8.7009 4.9331 39.7827 0.3688 -0.3521 -0.2548
H 7.6551 5.9684 39.8611 -0.2968 0.445 -0.1881
H 6.0014 7.6017 39.8611 0.1773 -0.2958 -0.2608
H 8.6866 10.343 39.8675 0.255 -0.3364 -0.2235
H 10.3416 8.7109 39.8675 -0.2968 0.3108 -0.2726
H -0.8502 3.5886 5.9772 0.4466 -0.4045 0.2142
H 0.79 1.9416 5.9772 -0.195 0.2112 0.2903
H 1.9214 0.8054 5.9929 0.2035 -0.1888 0.3393
H 3.5707 -0.8324 5.9929 -0.3743 0.3752 0.2148
H -0.8082 8.9679 6.0165 0.2266 -0.2067 0.3308
H 0.8481 7.337 6.0165 -0.3783 0.3628 0.2121
H 1.8881 6.2921 5.9961 0.3514 -0.3704 0.2259
H 3.503 4.6204 5.9961 -0.1753 0.2489 0.283
H 6.2863 1.8575 6.0327 -0.4028 0.4167 0.2157
H 4.6271 3.4853 6.0327 0.195 -0.2052 0.3224
H 8.9519 -0.8078 5.9982 -0.2209 0.2275 0.2867
H 7.3081 0.8356 5.9982 0.3802 -0.4223 0.2148
H 6.245 7.3572 5.9601 -0.2274 0.2039 0.2935
H 4.6111 9.0105 5.9601 0.3644 -0.3638 0.2209
H 9.029 4.6015 6.0067 -0.4271 0.4448 0.2042
H 7.3781 6.2377 6.0067 0.2403 -0.162 0.3357

Results
free energy: -140239.770 eV
free energy less fixed offsets of H -15.71, O -570.45, Si -639.56 eV per atom: 0.950 eV

The program warned: the cutoff lies below the one the program advises for these potential files; the forces do not sum to zero within the program's tolerance; empty levels may hold ghost states of the PAW files; the exchange-correlation potential is rough where the density is thin.
